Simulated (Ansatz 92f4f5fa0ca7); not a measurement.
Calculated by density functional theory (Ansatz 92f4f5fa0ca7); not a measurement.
Periodic cell of 224 atoms, Si134O86N4, from a study of silicon, its oxide and their interface. The atomic structure is a simulated model.
This geometry differs little from another in the collection (a relaxation step or a small displacement).

Settings
functional: r2SCAN
potential files: Ansatz PAW
basis: plane waves
wave-function cutoff: 800 eV
density cutoff ratio: 5
exchange-correlation grid ratio: 1
k mesh: 1 x 1 x 1, shifted by 0.5 0.5 0 of a step
self-consistency stop: 1e-10 eV per atom in the density residual
occupations: fixed
spin: none
net charge: 0

Cell vectors (angstrom)
a  10.88  0  0
b  0  10.88  0
c  0  0  32.3759

Atoms and the computed forces on them: element, x, y, z (angstrom), force x, y, z (eV/angstrom)
Si  0.2097  -0.0078  -0.0205  -0.0024  0.0024  -0.004
Si  2.5849  2.8356  -0.0446  0.0069  -0.0068  0.0024
Si  0.4091  5.151  -0.0387  -0.0069  0.0047  0.0037
Si  2.3097  8.5133  -0.0378  0.0041  -0.0015  -0.003
Si  5.7619  -0.1188  -0.0775  -0.0029  0.0024  -0.0006
Si  7.8339  2.9709  0.1128  0.002  0.002  -0.0016
Si  5.7552  5.3104  -0.0729  -0.001  0.0022  -0.0014
Si  7.9348  8.4781  -0.0481  0.0023  -0.0019  -0.0026
Si  1.4024  1.4095  1.3734  0.0001  0.0003  0.0006
Si  4.1324  4.1189  1.1842  0.0006  -0.0007  0.0011
Si  1.3351  6.8475  1.2978  -0.0008  -0.0002  -0.0003
Si  4.0728  9.5823  1.1393  -0.0004  -0.0005  -0.001
Si  6.752  1.392  1.4268  -0.0003  0.0003  0.0005
Si  9.5637  4.1116  1.2335  -0.0008  0.0003  -0.0003
Si  6.837  6.8737  1.2883  0.0014  -0.0015  -0.0008
Si  9.5013  9.642  1.235  0  -0.0006  0
Si  -0.0221  2.7447  2.6623  -0.0018  -0.0005  0.0007
Si  2.7681  0.0121  2.6344  0.0013  0.0013  0.0019
Si  -0.0806  8.1903  2.6107  -0.0007  -0.0014  0.0025
Si  2.7617  5.4752  2.5873  0.0012  0.0008  0.0025
Si  5.36  2.7556  2.6801  -0.0005  -0.0007  0.0022
Si  8.1795  0.0473  2.6922  0.0013  0.0014  0.0023
Si  5.3873  8.1928  2.5817  -0.001  -0.0012  0.0014
Si  8.2107  5.4913  2.6188  0.0003  -0.0009  0.0003
Si  1.3709  4.121  3.9618  -0.0001  -0.0003  0.0005
Si  4.0411  1.3829  4.0368  -0.0006  -0.0003  -0.0003
Si  1.3542  9.5209  3.9376  0.0006  -0.0009  0.0005
Si  4.0871  6.8119  3.9784  0.0005  -0.0005  0
Si  6.8136  4.0975  3.953  0.0007  -0.0002  -0.0003
Si  9.5362  1.3793  4.0379  0.0008  -0.0004  0.0002
Si  6.77  9.5338  3.9698  -0.0011  0  0.0007
Si  9.5016  6.8391  4.0229  -0.0003  0.0001  -0.0009
Si  0.011  -0.0129  5.3472  -0.0005  0.0002  0.0003
Si  2.6726  2.7297  5.3666  0.0008  0  0.0003
Si  0.0106  5.4665  5.3362  0  0.0003  0.0001
Si  2.695  8.1598  5.3085  0  -0.0001  -0.0001
Si  5.4239  0.0156  5.3445  0.0002  0.0006  0.0004
Si  8.1466  2.7283  5.3447  0.0002  0  0
Si  5.4433  5.432  5.3281  -0.0003  -0.0005  0.0001
Si  8.1133  8.1684  5.3643  0.0005  -0.0006  0.0004
Si  1.3366  1.3471  6.7259  -0.0006  -0.0008  -0.0002
Si  4.0732  4.0677  6.6991  -0.0007  -0.0007  -0.0002
Si  1.3582  6.8204  6.6987  0.0004  0.0002  -0.0001
Si  4.0566  9.5075  6.6678  0.0001  -0.0001  0
Si  6.7907  1.355  6.7015  0.0001  -0.0003  0.0002
Si  9.5244  4.0814  6.6749  0.0001  0  0.0003
Si  6.7807  6.7682  6.7118  -0.0007  -0.0007  -0.0003
Si  9.5105  9.52  6.7067  -0.0004  -0.0005  0.0001
Si  -0.0385  2.7102  8.0568  -0.0003  -0.0002  0.0005
Si  2.7002  -0.0434  8.0493  0.0004  0.0002  0.0001
Si  -0.0198  8.1453  8.073  -0.0003  -0.0001  0.0001
Si  2.7116  5.4476  8.037  -0.0007  0.0004  -0.0001
Si  5.441  2.7051  8.0671  -0.0005  -0.0002  -0.0001
Si  8.1198  -0.0297  8.0616  -0.0002  0.0004  0
Si  5.3887  8.1239  8.0248  -0.0002  0  -0.0001
Si  8.1619  5.3981  8.0507  0  0.0001  0.0002
Si  1.3247  4.1108  9.3742  0.0004  0.0004  -0.0003
Si  4.0959  1.2844  9.3764  -0.0004  0.0001  0.0002
Si  1.3596  9.4768  9.4459  -0.0004  -0.0003  0.0001
Si  4.0723  6.7704  9.4251  -0.0003  -0.0008  0.0001
Si  6.8127  4.0586  9.4449  -0.0009  -0.0006  -0.0002
Si  9.4467  1.3657  9.4026  -0.0006  -0.0013  0.0001
Si  6.779  9.4073  9.388  -0.0004  -0.0003  0.0007
Si  9.4978  6.7587  9.4121  0.0003  0.0001  0.0005
Si  -0.0803  -0.021  10.6943  0.0003  0.001  0.0007
Si  2.7604  2.7522  10.609  -0.0004  -0.0005  0.0002
Si  -0.0564  5.4204  10.8044  -0.0005  -0.0004  0
Si  2.7015  8.0589  10.8295  0.0001  0.0002  0.0002
Si  5.4156  -0.1527  10.7314  -0.0001  -0.0009  0
Si  8.1161  2.6828  10.8569  0.0006  0.0007  0.0004
Si  5.5182  5.4956  10.7905  -0.0003  0.0013  0.0001
Si  8.0851  8.0127  10.7981  -0.0005  0.0004  -0.0005
Si  1.2956  1.4716  11.8503  0.003  0.0002  -0.003
Si  4.1698  4.0562  11.9708  0.0009  0.0008  -0.0003
Si  1.306  6.7227  12.2163  -0.0001  -0.0002  -0.0001
Si  4.1274  9.358  12.1675  -0.0016  0.0005  -0.0004
Si  6.7471  1.1758  12.0932  -0.0013  -0.0013  -0.0007
Si  9.4271  4.1441  12.2263  0.0001  -0.0012  -0.0002
Si  6.8276  6.7054  12.4058  -0.0002  0  -0.0006
Si  9.4424  9.4156  12.0241  0.002  -0.0003  -0.0009
Si  0.0078  2.7673  13.3524  -0.0044  0.0013  0.0008
Si  2.5769  -0.0199  13.0131  -0.0004  -0.0014  -0.0024
Si  -0.175  8.1126  13.4866  -0.0005  -0.0005  0.0012
Si  2.7793  5.2649  13.3919  0.0004  -0.0007  0.0008
Si  5.4012  2.6067  13.3403  -0.0008  -0.0001  -0.0013
Si  8.1272  -0.196  13.4737  -0.0002  0.0007  -0.0005
Si  5.4838  8.1275  13.8091  0.0005  -0.0008  0.0003
Si  8.1298  5.252  13.951  0  0.0005  -0.0004
Si  1.7014  3.6406  14.737  -0.0001  -0.0009  0.0004
Si  3.6974  1.3656  14.4409  -0.0015  -0.0018  0.003
Si  1.0214  9.8855  14.4111  0.0014  0  0.002
Si  4.2306  6.3756  14.8441  -0.0002  0.0005  -0.0017
Si  7.1271  3.092  14.9602  -0.0007  0.0007  0.0014
Si  9.6463  1.2048  14.5109  0.0004  0.0006  -0.0016
Si  7.1004  9.3738  15.2399  -0.0041  -0.0005  0.0017
Si  9.3293  7.0594  15.1255  -0.0021  -0.0021  0.0005
Si  -6.59  -1.3655  20.3024  -0.0001  0.0003  -0.0048
Si  0.3729  6.9433  17.6949  -0.0004  0.0009  -0.0022
Si  5.6513  0.9206  16.6401  -0.0006  -0.0004  -0.0014
Si  -2.0044  7.7032  19.5815  -0.0025  0.0011  -0.0038
Si  13.0881  4.5032  17.5919  0.0007  0.0005  -0.002
Si  -5.0196  2.261  22.9735  0.0005  0.0012  0.0029
Si  5.2927  4.2208  16.783  0.0008  -0.0016  -0.0002
Si  9.617  -4.1873  22.2569  -0.0019  0.001  -0.0018
Si  6.4464  6.2802  18.6195  -0.0008  -0.0003  -0.0015
Si  -2.1316  1.9238  22.497  0.0013  0.0008  -0.0021
Si  6.7898  6.9044  23.1559  0  0.001  -0.0018
Si  14.3203  0.3437  22.6107  0.0017  -0.0022  -0.0001
Si  4.6907  4.963  23.2873  -0.0009  0.0011  0.0002
Si  -6.1183  6.7103  20.9966  -0.0002  0.0027  -0.0028
Si  1.1682  1.2335  16.2973  0.0017  -0.0005  -0.0019
Si  -2.9741  9.2757  24.7671  0.0004  0.0011  0.002
Si  1.0592  1.6861  26.4167  0.0017  -0.0003  0.0014
Si  14.2657  -0.154  18.0041  -0.0012  0.0013  -0.001
Si  0.6301  12.336  21.452  0.0005  0.0018  -0.0007
Si  2.8009  8.023  29.3622  0.0004  -0.0005  -0.0012
Si  -0.5675  3.9463  21.1034  0.0011  -0.0006  -0.0012
Si  -0.1849  -2.5223  24.5766  -0.0017  -0.0004  0.003
Si  -1.5799  1.0213  27.3593  0.0026  -0.0015  0.0011
Si  2.7077  8.3732  16.5491  -0.0004  0.0009  -0.0043
Si  6.6636  9.2196  18.2388  0  0.0017  -0.0031
Si  0.4751  2.547  18.8005  0.0012  -0.0005  -0.0026
Si  -8.7208  10.2169  25.1321  0.0002  0.001  0.0016
Si  12.7184  5.5028  28.0354  0.0009  -0.0004  0.002
Si  -0.6049  4.8836  29.6037  -0.0004  0  -0.0006
Si  -1.3191  1.8505  30.297  0.0008  -0.0022  0.0023
Si  -1.4968  8.7969  27.0793  0  0.0003  0.0034
Si  5.4676  -4.2789  29.4098  0.0005  -0.0001  0.0025
Si  4.3081  1.5462  30.0286  0.0003  0.0004  0.0012
Si  -3.331  1.3586  25.0174  0.0014  0.0017  0.0028
Si  3.0205  4.0802  25.8283  -0.0015  0.0007  0.0044
Si  4.3819  4.0705  28.3864  -0.0001  0.0005  0.0016
Si  -8.148  10.728  28.028  0.0001  -0.0002  0.0029
Si  8.4349  7.2047  29.5306  -0.002  0.0001  0.0016
O  -5.9655  2.8962  29.358  0.0008  0.0007  0.0007
O  -2.9537  1.3945  26.5823  -0.0012  0.0002  -0.0011
O  -2.2387  -3.1309  31.042  -0.0002  0.0012  0.0017
O  -0.2794  11.7237  31.0323  0.0002  0.0001  -0.0005
O  1.4977  3.9904  -0.4381  0.0008  0.002  -0.0055
O  0.0078  5.7142  30.8579  -0.0003  0.0025  -0.0045
O  1.2472  9.688  -0.4829  0.0015  0.0019  0.0066
O  2.6777  7.7644  -1.4307  -0.0001  -0.0002  -0.0002
O  5.3393  0.7324  30.966  0.0047  -0.0026  0.0005
O  1.6706  1.0564  27.7943  0.0002  0.0005  -0.0006
O  -0.4629  2.0505  26.7861  0.0001  0  -0.0005
O  8.2704  2.033  31.2323  -0.0006  -0.0004  0.0025
O  5.2631  6.0673  30.9355  0.0008  -0.0007  0.002
O  6.8235  9.5922  31.814  0.0001  0.0005  0.0049
O  6.8748  7.3313  29.1826  0.0001  0.0011  -0.0008
N  2.3858  2.1383  15.361  -0.0021  0.0008  0.0006
N  0.1148  11.1554  15.2981  -0.003  0.0005  0.0008
O  -2.7345  9.0137  18.9316  0.0004  -0.0003  -0.0003
O  5.1451  5.102  15.3919  -0.0009  0.0002  -0.0022
O  1.4614  4.438  16.145  -0.0001  0.0006  -0.0001
N  6.0553  2.6773  16.3824  -0.0001  -0.0003  0.0019
O  7.8869  -4.4557  19.3486  0.0003  -0.0001  0.0007
O  8.4342  2.1126  15.2752  0.0005  -0.0016  -0.0004
O  4.7428  0.4712  15.3613  0.0013  -0.0023  0.0005
O  5.6833  9.7002  19.4646  -0.0011  -0.0005  -0.0011
O  8.2289  8.2052  15.6406  0.0002  0.0003  -0.0017
O  10.296  6.6244  16.3943  -0.0011  0.0001  -0.0008
O  6.1885  18.5745  17.8306  -0.001  0  -0.0024
O  3.8299  4.3673  17.4725  -0.0014  -0.0002  0.0018
O  2.2418  -1.7055  15.2482  -0.0012  0.0002  -0.0015
O  3.782  9.2993  17.318  -0.0011  -0.0017  -0.0015
O  -6.4585  1.6163  22.6543  -0.0004  0.0003  0.0011
O  3.1358  -0.5113  19.5474  0.0013  -0.0005  0.0005
O  3.4009  6.9695  16.1456  -0.0016  0.0005  -0.0001
O  -0.8678  0.9897  21.9869  -0.0002  0.0007  0.0009
O  1.4143  5.7894  18.1961  -0.0016  0.0006  0.0006
O  -5.6034  5.9317  19.6839  -0.0021  0.0008  0.0005
O  -4.7872  7.2738  21.7394  0.0016  0.0006  0.0019
O  -0.4945  5.5089  21.4549  0.0002  0.0001  -0.0002
O  -3.8833  8.2767  23.9337  -0.0008  0.0009  0.0009
O  -1.4309  -1.5196  24.2234  -0.0008  -0.0001  -0.0006
O  4.6096  0.9154  17.8914  -0.0005  0.0001  0.0009
O  12.2413  -2.6968  17.4037  -0.0014  -0.0014  -0.0009
O  11.5108  1.2931  19.8241  0.0008  -0.0002  0.0016
N  -4.2202  -0.6091  16.7869  -0.0004  -0.0002  0.0021
O  1.9334  0.7265  22.0811  0.0019  -0.0001  0.0012
O  10.3065  3.6038  19.4938  -0.0016  0.0024  0.0018
O  6.43  5.0236  17.6181  0.0006  -0.0012  -0.001
O  15.1649  -0.7462  21.7766  0.0001  0.0041  0.0057
O  14.7625  -2.9239  20.464  -0.0003  0.0023  0.0009
O  1.8987  13.7958  25.8067  -0.0007  -0.0001  0
O  -9.5666  8.9651  24.5483  -0.0001  -0.0004  -0.0007
O  -2.6551  6.1839  22.9293  -0.0002  0.0007  0
O  -6.9074  5.7553  22.0471  -0.002  -0.0004  0.0018
O  2.0338  0.3393  17.3167  -0.0003  -0.0008  0.0011
O  1.0855  0.5378  25.2814  0.0012  -0.0015  -0.0018
O  -8.9792  14.1687  18.6174  -0.0009  -0.0003  0.0008
O  -3.6505  10.7102  24.6206  -0.0001  0.0004  -0.0002
O  -0.5933  7.3909  18.8858  -0.0001  -0.0005  -0.0009
O  6.8389  4.1394  31.8924  -0.0027  -0.0016  0.0004
O  10.1483  3.3272  30.0041  0.0008  -0.0006  0.0009
O  3.6116  4.4104  24.3603  0.0019  0.0008  -0.0025
O  8.975  3.3746  21.8168  -0.001  0  0.0004
O  11.5622  -7.8022  21.723  -0.0003  0.0007  0.0004
O  5.7487  16.8602  23.9889  0.0002  0.0005  0.0016
O  5.6157  14.694  22.6191  0.0014  0.0008  -0.0001
O  -6.915  0.5704  28.7796  0.0006  -0.0014  -0.0019
O  -1.8278  1.2039  28.9259  0.0003  -0.0001  0.0006
O  -2.0789  -8.9688  24.1255  0.0012  0.0006  -0.0006
O  -10.7489  2.075  17.2689  -0.0003  -0.0003  -0.0009
O  7.1511  12.4954  22.1722  0.0005  -0.0001  -0.001
O  2.3123  -1.3583  29.0137  0.0012  0.0007  0.0007
O  2.2783  5.3826  26.473  0.0014  -0.0007  -0.0013
O  3.0657  2.0178  30.9807  -0.0002  -0.0032  -0.0015
O  4.2096  3.6056  26.8376  -0.0005  -0.0009  -0.0009
O  -1.0715  -0.5114  27.1492  0  0.0005  -0.0003
O  -0.4495  18.8365  26.1442  0.0018  0.0005  -0.002
O  -7.5774  10.602  24.0833  0.0015  0.0014  0.0001
O  5.4077  -5.5672  28.4343  0.0007  -0.0005  0.0011
O  2.9139  4.6056  28.8835  0.0004  0.0007  0.0003
O  1.862  -3.845  28.5098  -0.0008  0.0002  0.0001
O  2.9327  -0.8419  26.5605  0.0002  -0.0023  -0.0031
O  11.2268  4.9531  28.2994  -0.0002  -0.0002  0.0006
O  -2.9296  8.7712  26.3133  -0.0012  0.0006  -0.0011
O  6.2206  2.1722  24.5717  0.0004  0.0004  0.0003
O  -0.2744  -3.6837  23.4476  0.001  0.0003  0.001
O  -1.6624  -3.0354  21.1698  0.001  0.0004  0.0035
O  4.3485  -3.1801  29.0102  -0.0004  -0.0005  0.0009
O  9.2969  8.1437  28.5375  -0.0006  0  0.0001
O  -2.0086  5.649  29.3278  -0.0005  0.0004  0.0016

Results
free energy: -136305.264 eV
free energy less fixed offsets of N -386.36, O -570.45, Si -639.56 eV per atom: -0.084 eV

The program warned: the cutoff lies below the one the program advises for these potential files; the forces do not sum to zero within the program's tolerance; empty levels may hold ghost states of the PAW files; the exchange-correlation potential is rough where the density is thin.
